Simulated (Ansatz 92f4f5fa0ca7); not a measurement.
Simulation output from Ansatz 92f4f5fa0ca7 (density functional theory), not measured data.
Periodic cell of 256 atoms, Si144O112, from a study of silicon, its oxide and their interface. The atomic structure is a simulated model.
Doubt: the cutoff is far below the 930 eV that the study's wrapper takes by default for these files, so forces and energies are approximate.
This geometry differs little from another in the collection (a relaxation step or a small displacement).

Settings
functional: PBE
potential files: Ansatz PAW
basis: plane waves
wave-function cutoff: 580 eV
density cutoff ratio: 5
exchange-correlation grid ratio: 1
k mesh: 1 x 1 x 1, Gamma-centred
self-consistency stop: 5e-08 eV per atom in the density residual
occupations: fixed
spin: none
net charge: 0

Cell vectors (angstrom)
a	10.938	0	0
b	0	10.938	0
c	-2.041	-3.4872	36.6567

Atoms and the computed forces on them: element, x, y, z (angstrom), force x, y, z (eV/angstrom)
Si	-0.3934	-5.1085	29.2737	-0.0389	-0.0129	0.0749
Si	2.2756	-2.4442	29.1324	0.007	0.0158	0.0262
Si	-1.0394	0.914	29.2539	0.0186	0.0169	0.0507
Si	1.8281	-7.3233	29.2161	0.0064	-0.0269	0.0037
Si	-6.4177	-4.6882	29.0981	0.0221	-0.0011	0.0148
Si	-3.591	-1.8467	29.118	0.0008	-0.0133	0.0245
Si	5.1418	0.4085	29.2039	-0.0279	0.0144	0.0332
Si	-3.2703	-7.7816	29.2553	-0.0133	0.0206	0.0254
Si	0.7394	-3.5148	30.5576	-0.0107	0.0044	-0.0017
Si	3.4441	-0.778	30.39	-0.003	0.0013	0.0022
Si	0.6746	-8.9511	30.4779	-0.0031	-0.0195	-0.0032
Si	3.4131	-6.2001	30.5319	0.0175	-0.0162	0.0139
Si	-4.7825	-3.4914	30.3772	0.0086	-0.0177	0.0177
Si	-2.073	-0.7453	30.546	0.0131	-0.0131	-0.0008
Si	6.1811	1.9605	30.6093	-0.012	0.0064	-0.001
Si	-2.0459	-6.2217	30.528	0.0095	0.0259	-0.0112
Si	-0.6655	-2.1234	31.8629	-0.0006	0.0078	0.0019
Si	2.0749	0.5945	31.8113	-0.0054	0.0066	-0.0008
Si	-0.6764	-7.5959	31.8892	0.0033	-0.006	0.0208
Si	2.0785	-4.8602	31.9307	-0.0003	0.0071	0.0131
Si	4.8009	-2.1303	31.825	-0.0021	0.0026	0.0107
Si	7.5415	0.6046	31.9445	0.0056	0.0027	0.018
Si	4.7804	3.3548	31.8806	-0.0046	0.0036	-0.0012
Si	-3.4271	-4.8268	31.8342	-0.0106	0.0033	-0.0054
Si	-2.041	-3.4872	33.2384	-0.0823	0.0297	-0.1573
Si	0.6935	-0.7527	33.2384	0.1211	0.0622	-0.2186
Si	-2.041	1.9818	33.2384	0.1807	0.0355	0.4136
Si	0.6935	-6.2217	33.2384	-0.0677	-0.096	0.2546
Si	3.428	-3.4872	33.2384	0.2702	0.1777	0.15
Si	6.1625	-0.7527	33.2384	-0.2158	-0.2508	0.1304
Si	3.428	1.9818	33.2384	-0.163	-0.1366	-0.1659
Si	6.1625	-6.2217	33.2384	0.0166	0.1464	-0.1521
Si	1.3673	-1.3673	3.418	0.0393	-0.0122	0.2114
Si	4.1018	1.3673	3.418	-0.028	-0.0404	0.2544
Si	1.3673	4.1018	3.418	-0.0397	-0.0371	-0.1737
Si	4.1018	-4.1018	3.418	-0.1401	0.154	-0.4765
Si	6.8362	-1.3673	3.418	-0.0256	0.0161	-0.2422
Si	-1.3673	1.3673	3.418	0.0923	0.0095	-0.3768
Si	6.8362	4.1018	3.418	0.0441	-0.0299	0.0297
Si	-1.3673	6.8362	3.418	0.0304	-0.0003	0.236
Si	2.7313	-0.0045	4.8259	0.0015	-0.0074	0.011
Si	5.4785	2.7377	4.7976	0.0151	-0.0098	0.0097
Si	2.7186	5.5023	4.7409	0.0097	-0.0132	-0.0039
Si	5.4198	-2.7018	4.7422	0.0263	-0.0407	-0.0045
Si	-2.708	-0.01	4.7425	0.0113	0.008	0.0005
Si	0.0116	2.7083	4.7647	-0.0109	0.0054	0.004
Si	8.1977	5.4623	4.7998	0.017	-0.018	0.013
Si	0.0065	-2.7327	4.8174	0.0085	-0.0006	0.0104
Si	1.3433	1.3509	6.1966	0.0146	0.0097	0.0001
Si	4.085	4.1587	6.0892	0.0019	-0.0006	0.0155
Si	1.3975	-4.097	6.1828	-0.028	0.0273	-0.0183
Si	4.0996	-1.3789	6.2071	-0.0374	0.0308	-0.0309
Si	-4.0475	1.3429	6.1152	-0.018	0.0311	-0.0281
Si	-1.3448	4.0625	6.1406	-0.023	0.0145	-0.0332
Si	6.7637	-4.077	6.0733	0.0028	0.0199	0.01
Si	-1.3585	-1.3359	6.1647	-0.0033	-0.0191	0.0179
Si	-0.2225	0.1994	7.5865	0.0107	-0.0189	-0.0326
Si	2.5141	3.0159	7.3859	0.0182	-0.0288	-0.068
Si	0.2606	-5.7385	7.4296	0.0115	-0.0133	-0.0091
Si	2.962	-2.9658	7.5704	-0.0127	0.0014	0.0189
Si	5.7622	-0.2315	7.4341	0.0029	0.0096	0.0221
Si	-2.4544	2.4443	7.461	0.0043	0.0029	-0.0031
Si	5.1958	5.7434	7.442	0.0325	-0.0381	-0.1327
Si	-3.0242	-2.4943	7.3471	0.0127	-0.019	-0.2593
Si	-0.6738	-4.8545	34.6057	-0.0001	-0.0553	-0.0111
Si	2.0607	-2.12	34.6057	0.0496	0.0166	-0.0246
Si	-0.6738	0.6145	34.6057	0.0063	0.0851	0.0005
Si	2.0607	3.349	34.6057	-0.0828	-0.0367	0.0034
Si	4.7952	-4.8545	34.6057	0.0197	0.06	0.0006
Si	-3.4083	-2.12	34.6057	-0.036	0.0033	0.0027
Si	4.7952	0.6145	34.6057	-0.0252	-0.0641	-0.0204
Si	7.5297	3.349	34.6057	0.0526	0.0054	-0.0222
Si	0.6935	-3.4872	35.9729	0.0089	0.0287	-0.0303
Si	3.428	-0.7527	35.9729	-0.0209	0.0325	-0.0156
Si	0.6935	1.9818	35.9729	0.0183	-0.0317	0.0017
Si	3.428	-6.2217	35.9729	0.0214	-0.0006	-0.0222
Si	-4.7755	-3.4872	35.9729	0.0203	-0.0429	-0.0045
Si	-2.041	-0.7527	35.9729	0.0164	-0.0057	-0.0191
Si	6.1625	1.9818	35.9729	-0.0106	0.0096	-0.0364
Si	-2.041	-6.2217	35.9729	-0.0393	-0.0072	-0.0165
Si	1.3673	1.3673	0.6835	0.0066	-0.0334	0.0221
Si	4.1018	4.1018	0.6835	0.0197	-0.0089	0.0257
Si	1.3673	6.8362	0.6835	-0.0058	0.0346	0.0124
Si	4.1018	-1.3673	0.6835	-0.0455	-0.0018	0.0149
Si	6.8362	1.3673	0.6835	-0.0174	0.0279	0.0072
Si	-1.3673	4.1018	0.6835	-0.0184	0.0273	0.0107
Si	6.8362	-4.1018	0.6835	0.0174	-0.0314	0.0177
Si	-1.3673	-1.3673	0.6835	0.0278	0.0015	0.0268
Si	0	0	2.0507	-0.0201	0.0393	0.0077
Si	2.7345	2.7345	2.0507	-0.0068	0.0469	0.0142
Si	0	5.469	2.0507	-0.0114	-0.0511	0.0067
Si	2.7345	-2.7345	2.0507	0.0345	-0.0507	-0.0217
Si	5.469	0	2.0507	0.0571	-0.0006	-0.0032
Si	8.2035	2.7345	2.0507	0.0249	-0.0085	0.0022
Si	5.469	5.469	2.0507	-0.0067	0.026	0.0231
Si	8.2035	-2.7345	2.0507	-0.0519	-0.0061	0.0125
Si	0.6295	-8.5306	22.5819	0.0051	-0.0016	0.0044
Si	4.1292	4.1904	14.2817	-0.003	0.0032	-0.0104
Si	0.0287	-4.9187	16.3304	0.0039	-0.002	-0.0024
Si	-1.0773	-5.2814	19.0965	-0.0015	0.0077	0.0081
Si	-2.4916	-4.3654	14.6297	0.0002	-0.0049	0.0044
Si	1.7466	-2.0017	21.5616	0.0017	-0.0067	0.0114
Si	5.5811	-0.8726	23.1916	-0.0023	-0.0035	-0.0021
Si	3.321	-5.2409	23.837	0.0033	0.003	-0.007
Si	1.7898	-0.8454	26.5995	-0.0004	0.0052	0.0052
Si	-2.8869	0.5499	24.2624	0.0029	-0.0057	-0.0096
Si	1.7123	-1.0498	9.7786	-0.0125	0.0218	0.0327
Si	-3.7682	-2.4687	20.9761	0.0002	-0.0108	0.0104
Si	4.5031	1.6351	22.0028	-0.0011	0	0.0138
Si	5.6014	-4.1778	14.6808	-0.0049	-0.0058	0.0024
Si	1.5209	1.7448	17.7937	0.0001	0.0056	0.0038
Si	7.2058	-2.0224	13.682	-0.0056	0.0026	0.0042
Si	0.9743	-7.008	19.9353	0.0014	0.0088	-0.004
Si	-0.4602	-0.2166	16.8494	0.0013	-0.0033	0.0001
Si	4.538	-2.5541	17.057	-0.0052	-0.0009	0.0015
Si	5.9837	2.6032	16.3412	-0.0001	0.0016	0.0014
Si	1.6337	-2.285	15.6489	-0.0013	-0.0028	-0.0025
Si	5.2047	-4.2981	19.4621	-0.0054	-0.0059	0.0085
Si	7.3377	1.1351	13.8504	-0.0025	0.007	0.0008
Si	5.5364	0.145	18.0345	0.0009	-0.0012	0.006
Si	1.3284	3.3137	15.2576	-0.0026	0.0022	-0.0011
Si	-1.0272	-3.4844	21.7947	0	0.0003	0.0054
Si	2.7024	-4.7926	20.8947	0.0038	0.0038	0
Si	-3.8393	-7.8463	21.4261	-0.0016	0.0056	0.0136
Si	3.2947	1.7467	27.188	-0.0072	-0.0003	-0.0138
Si	7.071	4.3142	9.6107	0.0258	0.0033	0.0212
Si	-1.5839	-3.1651	12.2574	0.002	-0.0078	0.0134
Si	3.0673	-8.1267	24.2935	0.0109	-0.0111	0.0128
Si	-1.6301	0.9438	21.5445	-0.001	-0.0031	0.0084
Si	-2.2536	-3.764	27.1031	-0.0204	-0.0003	-0.0097
Si	-1.6625	-4.4121	9.5285	-0.005	-0.0827	0.0483
Si	-1.4144	-7.8786	24.7374	0.0025	0.0081	-0.0109
Si	3.2533	-2.3169	24.319	-0.0077	0.0141	-0.0011
Si	-4.5564	-6.0112	27.003	-0.0076	0.0059	-0.0142
Si	-1.8901	-4.7895	24.4091	0.0001	0.0104	-0.0012
Si	-3.8952	-6.3846	18.5531	-0.0002	0.008	0.009
Si	-4.5931	-5.8872	23.9025	-0.0061	-0.0063	0.0147
Si	0.8253	-1.2821	12.8578	0.0151	0.0146	-0.0175
Si	5.5038	2.7091	11.8381	-0.0049	-0.0053	0.0059
Si	-0.7094	0.5222	26.2086	0.0274	-0.02	-0.0019
Si	-2.6168	-0.5542	18.9529	-0.0014	-0.0003	0.0032
Si	3.1663	0.2889	19.8434	-0.0016	-0.0058	0.003
Si	3.9605	1.2302	9.5501	-0.027	-0.0063	0.0265
Si	-0.5977	1.17	14.0668	0.003	-0.0011	-0.0004
O	8.1569	-2.7445	14.8383	-0.0007	0.0011	-0.001
O	6.8489	-1.3776	7.9477	-0.0591	0.0621	0.0484
O	-2.8023	-2.3675	27.7517	0.0159	-0.0054	-0.0147
O	4.8317	-2.1044	23.9435	-0.0031	-0.0011	0.0063
O	4.6932	1.3275	27.9024	0.0026	0.0085	-0.009
O	5.8981	5.0229	8.7343	0.0043	-0.0181	0.0787
O	5.8181	-5.3394	18.3848	0.0055	-0.0049	0.0069
O	4.3552	-5.1248	14.245	-0.001	-0.0082	0.0011
O	4.0938	-4.0972	8.0241	-0.0437	0.0473	0.0352
O	1.3847	4.0937	7.9397	-0.0255	0.0249	0.0393
O	2.4828	-5.2192	22.4431	0.0033	-0.0007	0.0064
O	-4.7063	-0.7113	28.6413	0.01	-0.0164	-0.0302
O	3.4077	-3.5526	28.6329	0.0062	0.0062	-0.0169
O	-3.8378	0.3911	18.4449	0.0027	-0.0047	-0.0002
O	1.4754	-1.9421	27.7712	-0.0132	0.0068	-0.0201
O	2.592	-7.8927	27.8678	0.0056	0.0023	0.0047
O	-4.6338	-1.4013	21.8393	-0.0053	0.0059	0.0033
O	-2.3726	-3.3109	8.5906	0.0285	0.0081	0.1416
O	-1.3479	1.3387	8.0294	-0.0111	0.0136	0.0292
O	4.1962	-8.1489	23.1116	-0.0011	-0.0023	-0.0056
O	7.7609	3.0951	8.7834	-0.0011	0.0009	-0.0071
O	3.3281	2.452	8.6899	0.0162	-0.0109	0.0415
O	-0.5996	-8.7957	25.8507	-0.0108	0.0083	0.0067
O	2.2973	-1.859	23.0843	0.0061	-0.0067	-0.0051
O	-4.7796	-6.4749	25.4436	0.0035	-0.0019	-0.0143
O	-1.0738	-3.5936	10.7928	0.0364	0.02	0.0358
O	-3.456	-4.7171	23.9392	0.0012	-0.0006	0.0031
O	5.3721	-3.6243	16.1826	-0.0002	0.0026	-0.0032
O	6.9408	3.4694	17.3466	-0.0062	-0.0016	0.001
O	4.4698	-3.1209	18.5946	0.0012	-0.0051	-0.005
O	0.1438	-2.3398	21.6888	0.0099	-0.0022	-0.0039
O	2.2932	-2.3479	8.9577	0.0021	-0.0005	-0.0013
O	5.2167	0.532	8.7857	0.0027	-0.0023	-0.0071
O	1.6671	-5.5459	19.9136	0.0009	-0.0117	0.0025
O	7.0286	-0.46	14.0191	0.001	-0.0008	0.0021
O	7.9722	-2.2623	12.2402	-0.0115	0.0045	-0.0056
O	4.4292	0.1795	22.7243	0.0026	-0.0014	-0.0019
O	5.0048	-5.4674	27.7121	0.0101	-0.014	-0.0129
O	-4.6552	-3.7641	20.5695	0.0076	0.007	-0.0006
O	2.5075	0.6156	18.3967	0.0015	-0.0005	0.0049
O	-1.4795	-4.9604	15.7188	-0.0055	0.0032	-0.003
O	-2.4847	-2.7845	21.9138	-0.0002	-0.002	-0.0066
O	-0.4357	-2.2858	12.9788	-0.0066	0.0002	0.0094
O	-2.5478	-5.4847	18.4581	-0.0077	-0.0077	0.0015
O	-0.0289	1.1141	21.8407	0.0036	0.0038	-0.0025
O	1.776	-8.9156	23.6727	-0.0083	0.003	-0.0068
O	6.9783	-5.0928	14.6906	0.0029	0.0017	0.0027
O	0.1798	2.5771	14.3575	-0.0017	-0.0038	0.004
O	-4.379	-0.0848	24.2432	-0.0011	0.0005	0.0081
O	-2.1379	-8.8823	28.7965	0.0034	-0.0005	-0.0179
O	1.8147	-1.7211	14.106	-0.0045	-0.0001	0.0114
O	-3.5074	-4.7867	27.1065	0.0034	0.0025	0.019
O	-0.8971	-4.4353	23.144	-0.0004	0.0002	-0.0011
O	-0.3973	-5.1109	8.7977	0.0134	-0.0108	-0.0166
O	1.4387	-1.431	11.3473	0.0015	0.0004	-0.0057
O	3.0701	-2.3634	16.3928	0.0017	-0.0007	0.0031
O	4.4611	1.845	10.9514	0.0096	0.0061	-0.0001
O	-3.9901	-7.0304	20.042	0.0026	-0.0044	-0.0045
O	-1.6663	-6.2966	25.0966	0.0024	-0.0087	0.0077
O	0.7008	-6.2194	28.7071	0.009	-0.0126	-0.0292
O	0.5289	-0.4013	25.6577	-0.015	0.0079	0.0057
O	-0.5917	-6.7774	19.5608	0.0111	0.0007	-0.0029
O	3.5812	-8.9018	25.6171	-0.0017	0.005	-0.0081
O	-1.6894	-3.6472	25.5706	0.0074	-0.0059	-0.0105
O	0.3459	0.2701	13.078	0.0001	-0.0086	0.0047
O	4.6622	3.5995	12.8822	-0.0004	0.0006	0.0123
O	3.0021	-3.8894	24.6877	-0.0005	-0.0002	0.0089
O	-2.2236	0.1348	22.8277	-0.0041	0.0035	0.0065
O	5.7902	-2.8725	13.6823	0.0038	0.0048	-0.0042
O	4.18	-5.1634	20.3751	-0.0147	0.0078	-0.0047
O	3.4047	1.6106	20.795	0.0012	0.0046	0.001
O	-2.0584	1.4596	13.4052	-0.0042	-0.0012	0.0073
O	4.8983	3.5459	15.5705	0.0014	0.0007	-0.0015
O	4.6728	-0.1917	19.3992	-0.0033	0.0029	-0.003
O	-0.6256	0.2639	27.8071	-0.0072	0.0002	-0.0213
O	2.4782	-3.2014	20.7543	-0.0086	0.0025	0.0131
O	-3.9728	-7.2722	27.8529	-0.0068	0.0013	-0.0181
O	8.1975	5.4136	10.0211	-0.0023	-0.0057	-0.018
O	-1.0334	-4.3387	20.4145	-0.0014	0.003	0.0022
O	6.426	1.6482	12.6263	-0.0021	0.0036	0.0002
O	0.037	1.0733	17.7274	0.0029	-0.0019	-0.0038
O	0.9429	-3.7683	15.6299	-0.0008	0.0068	0.0062
O	1.9574	2.2124	16.2975	-0.002	0.0012	0.0076
O	2.533	3.8806	14.3348	0.0059	-0.0011	0.0032
O	2.2952	0.486	27.3871	-0.0022	-0.011	0.003
O	5.3385	-1.1312	17.0387	-0.0012	0.0001	0.0045
O	-0.5282	-7.7391	23.3879	-0.0036	-0.0019	0.0083
O	-2.7977	-8.7444	24.4507	-0.0017	-0.0023	0.007
O	-0.9803	0.3377	15.418	0.0036	0.0034	-0.0021
O	-1.8398	-4.5285	13.1338	-0.0003	0.0017	-0.0025
O	2.8227	0.1212	9.8104	0.0038	-0.0054	-0.0114
O	-3.2737	-1.9204	19.5241	-0.0012	0.0013	0.0027
O	-4.0721	-6.912	22.7408	0.0022	-0.0046	-0.0121
O	2.952	-1.4153	25.6274	0.0057	-0.012	-0.0059
O	1.2204	-7.5816	21.4232	-0.005	-0.0083	0.0052
O	-1.6486	-0.9222	17.7005	-0.0031	0.0021	0.0024
O	-1.019	-4.3426	27.9743	0.0012	0.0184	-0.0325
O	5.9992	1.8877	21.4341	0.001	0.0037	-0.0033
O	0.3837	-0.4899	8.9751	0.0214	-0.0155	0.0271
O	-0.1271	-4.6374	17.9299	-0.0039	-0.0038	0.0021
O	0.7217	-1.2878	16.5615	-0.002	0.0017	-0.0001
O	6.4226	3.7132	10.9586	-0.0098	-0.0062	0.0115
O	6.959	1.8703	15.2559	-0.0026	-0.0033	-0.0028
O	4.9093	-5.2682	23.4811	-0.0045	0.0021	0.0024
O	2.1645	-0.7048	20.6616	-0.0029	-0.009	0.0017
O	1.6176	-7.9295	18.7872	-0.0087	0.004	0.0082
O	5.1331	1.5121	17.2291	0.0015	0.0009	-0.0027
O	-2.0641	-0.0773	25.5225	-0.0049	0.0017	0.0074
O	-1.7694	0.1387	20.1523	0.0012	0.0043	-0.0004
O	2.812	-6.5553	24.6643	-0.0053	0.0022	0.0078
O	-2.3713	-8.5464	21.422	-0.0023	0.0007	-0.0045
O	0.6827	4.5497	16.0935	-0.0003	0.0014	0.0007

Results
free energy: -155248.402 eV
free energy less fixed offsets of O -568.88, Si -635.61 eV per atom: -6.002 eV

The program warned: the cutoff lies below the one the program advises for these potential files; the forces do not sum to zero within the program's tolerance; the exchange-correlation potential is rough where the density is thin.
